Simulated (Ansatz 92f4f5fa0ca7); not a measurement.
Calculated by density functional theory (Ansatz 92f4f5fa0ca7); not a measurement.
Periodic cell of 363 atoms, Si241O122, from a study of silicon, its oxide and their interface. The atomic structure is a simulated model.
Doubt: the cutoff is far below the 930 eV that the study's wrapper takes by default for these files, so forces and energies are approximate.
This geometry differs little from another in the collection (a relaxation step or a small displacement).

Settings
functional: PBE
potential files: Ansatz PAW
basis: plane waves
wave-function cutoff: 580 eV
density cutoff ratio: 5
exchange-correlation grid ratio: 1
k mesh: 1 x 1 x 1, Gamma-centred
self-consistency stop: 5e-08 eV per atom in the density residual
occupations: fixed
spin: none
net charge: 0

Cell vectors (angstrom)
a 11.6015 0 0
b 0 13.3963 0
c 0 0 41.0854

Atoms and the computed forces on them: element, x, y, z (angstrom), force x, y, z (eV/angstrom)
Si 0 2.2327 1.1851 -0.0013 -0.0081 -0.0009
Si 3.8672 2.2327 1.1851 -0.0026 0.0044 0.0292
Si 7.7343 2.2327 1.1851 0.0102 0.0192 -0.0196
Si 1.9336 5.5818 1.1851 0.0137 0.0287 -0.0097
Si 5.8008 5.5818 1.1851 0.0061 0.0036 0.0114
Si 9.6679 5.5818 1.1851 -0.0081 0.0217 0.0057
Si 0 8.9308 1.1851 0.0121 0.0126 -0.0109
Si 3.8672 8.9308 1.1851 -0.0071 0.0119 -0.0059
Si 7.7343 8.9308 1.1851 0.0021 0.0148 0.0321
Si 1.9336 12.2799 1.1851 -0.02 0.0055 0.0097
Si 5.8008 12.2799 1.1851 -0.0053 -0.0155 0.0134
Si 9.6679 12.2799 1.1851 0.0101 0.0077 0.0189
Si 1.9336 1.1164 1.9745 -0.0646 -0.019 0.0022
Si 5.8008 1.1164 1.9745 0.0576 0.0136 -0.0088
Si 9.6679 1.1164 1.9745 -0.0126 -0.0652 -0.0051
Si 0 4.4654 1.9745 0.0216 0.0064 -0.0202
Si 3.8672 4.4654 1.9745 -0.0335 -0.002 -0.0024
Si 7.7343 4.4654 1.9745 -0.0083 -0.0472 -0.0026
Si 1.9336 7.8145 1.9745 -0.0344 -0.0144 0.0114
Si 5.8008 7.8145 1.9745 -0.0336 -0.0054 -0.0078
Si 9.6679 7.8145 1.9745 0.019 -0.041 -0.0048
Si 0 11.1635 1.9745 0.0327 -0.025 0.0029
Si 3.8672 11.1635 1.9745 0.0447 -0.043 0.0001
Si 7.7343 11.1635 1.9745 -0.0218 -0.0109 -0.0007
Si 1.9336 1.1164 4.3426 -0.2186 -0.0621 0.1092
Si 5.8008 1.1164 4.3426 0.151 0.015 0.104
Si 9.6679 1.1164 4.3426 -0.0188 -0.2787 0.0277
Si 0 4.4654 4.3426 0.0788 0.0022 -0.0476
Si 3.8672 4.4654 4.3426 -0.1145 0.0134 -0.0474
Si 7.7343 4.4654 4.3426 -0.0466 -0.0573 -0.1362
Si 1.9336 7.8145 4.3426 -0.0629 -0.0321 -0.1315
Si 5.8008 7.8145 4.3426 -0.1038 -0.0034 0.0938
Si 9.6679 7.8145 4.3426 0.059 -0.0725 0.0555
Si 0 11.1635 4.3426 0.0869 -0.0534 0.0012
Si 3.8672 11.1635 4.3426 0.1231 -0.1246 0.0253
Si 7.7343 11.1635 4.3426 -0.0383 -0.0117 0.2654
Si 0 0 36.7448 0.014 -0.0019 -0.0279
Si 3.8672 0 36.7448 0.0145 -0.1319 0.1889
Si 7.7343 0 36.7448 -0.0718 0.0952 0.1622
Si 1.9336 3.3491 36.7448 -0.0262 0.0342 0.2522
Si 5.8008 3.3491 36.7448 -0.0139 -0.0366 0.2859
Si 9.6679 3.3491 36.7448 0.0832 0.2112 0.1716
Si 0 6.6981 36.7448 -0.0508 0.1269 -0.1108
Si 3.8672 6.6981 36.7448 0.2389 0.3199 -0.2498
Si 7.7343 6.6981 36.7448 -0.0518 0.2788 -0.177
Si 1.9336 10.0472 36.7448 0.0059 0.0549 -0.0336
Si 5.8008 10.0472 36.7448 -0.0954 -0.0363 -0.1645
Si 9.6679 10.0472 36.7448 0.0173 -0.1729 -0.3395
Si 0 0 39.113 0.0041 0.0039 0.0215
Si 3.8672 0 39.113 0.0007 -0.0501 -0.0029
Si 7.7343 0 39.113 -0.0166 0.0417 0.0036
Si 1.9336 3.3491 39.113 -0.0227 0.0105 -0.0011
Si 5.8008 3.3491 39.113 0.0076 -0.022 0.0003
Si 9.6679 3.3491 39.113 0.0362 0.0717 0.0069
Si 0 6.6981 39.113 -0.019 0.063 0.0028
Si 3.8672 6.6981 39.113 0.0858 0.1214 0.021
Si 7.7343 6.6981 39.113 -0.0188 0.1081 0.0141
Si 1.9336 10.0472 39.113 -0.0023 0.0332 0.0025
Si 5.8008 10.0472 39.113 -0.044 -0.0115 0.0158
Si 9.6679 10.0472 39.113 0.0193 -0.0639 0.0127
Si 0 2.2327 39.9023 -0.0085 0.0201 0.0139
Si 3.8672 2.2327 39.9023 0.0024 -0.0027 0.0014
Si 7.7343 2.2327 39.9023 -0.0029 -0.0049 0.0166
Si 1.9336 5.5818 39.9023 -0.0165 -0.0414 -0.0421
Si 5.8008 5.5818 39.9023 -0.0061 -0.0146 -0.0184
Si 9.6679 5.5818 39.9023 0.0059 -0.0396 -0.0069
Si 0 8.9308 39.9023 -0.0008 -0.0115 0.0021
Si 3.8672 8.9308 39.9023 0.0044 -0.0152 0.0202
Si 7.7343 8.9308 39.9023 -0.004 -0.0231 -0.0142
Si 1.9336 12.2799 39.9023 0.0222 -0.0036 0.008
Si 5.8008 12.2799 39.9023 -0.0003 0.016 0.0014
Si 9.6679 12.2799 39.9023 -0.0105 0.0081 -0.0478
Si -0.2361 -0.0693 29.4006 -0.0085 -0.0001 0.1031
Si 3.8355 2.4446 30.4533 0.0253 0.0878 0.0061
Si 7.6332 0.3463 29.7921 0.0472 -0.0081 -0.0358
Si 1.9265 3.6164 29.7405 -0.0312 -0.0309 -0.0799
Si 5.7278 3.5525 29.492 0.0346 0.0179 -0.0793
Si 9.5946 4.0002 30.7351 0.0158 -0.0224 0.0157
Si 0.0785 7.6485 28.7574 0.0582 -0.01 0.0498
Si 2.5185 7.4398 29.0263 -0.0434 0.0029 -0.0269
Si 8.0024 9.5871 28.6461 0.0402 -0.0329 0.0551
Si 1.594 10.5227 29.7185 0.0228 -0.0365 -0.0571
Si 5.0948 10.6132 29.1912 -0.0833 -0.0602 0.0567
Si 9.0651 10.1827 30.5766 0.0482 0.0095 0.026
Si -0.0684 2.7149 30.6507 -0.0146 -0.0509 -0.0995
Si 3.8033 0.3356 29.6286 -0.0634 -0.0984 -0.1128
Si 7.6734 2.5828 30.5562 -0.0541 -0.0148 -0.041
Si 2.7572 5.6546 30.5447 0.0392 0.0317 -0.0343
Si 5.1832 5.56 30.5451 -0.0149 -0.0173 0.0003
Si 9.656 5.1676 28.7986 -0.0068 0.0637 -0.0296
Si -0.3164 9.3067 30.4191 -0.0253 0.0011 -0.0751
Si 3.4706 9.2244 30.3207 0.0231 0.0294 -0.0292
Si 7.1154 6.8438 28.6168 0.0106 -0.0382 -0.0525
Si 1.802 12.7067 30.4139 0.0356 0.0771 -0.1281
Si 5.6796 12.5366 30.4406 0.0458 0.026 -0.0442
Si 9.4773 12.47 30.5864 -0.0167 0.0263 -0.0823
Si 0.0562 2.2691 32.9276 -0.0605 0.031 -0.0635
Si 3.8713 2.3617 32.8265 -0.0054 -0.0135 0.0585
Si 7.6181 2.3069 32.895 0.0523 0.0293 -0.0378
Si 2.0067 5.681 32.802 0.0106 0 0.0259
Si 5.8098 5.6634 32.8276 -0.0593 -0.0168 -0.0301
Si 9.6522 5.4225 32.723 0.0089 -0.0051 -0.0028
Si 0.036 8.9514 32.7354 -0.038 -0.0009 0.0272
Si 3.8592 9.0146 32.6725 0.0341 -0.0062 -0.0128
Si 7.9495 9.1736 32.6104 -0.0079 -0.0057 -0.0301
Si 1.8933 12.3858 32.7765 -0.0245 0.0321 0.0122
Si 5.7589 12.3365 32.7949 0.0022 0.0107 0.0279
Si 9.662 12.4792 32.9159 0.0002 -0.0155 -0.0337
Si 1.9745 1.1766 33.65 0.0488 -0.047 0.0064
Si 5.7382 1.1499 33.6291 -0.034 -0.037 0.0202
Si 9.6397 1.2844 33.6571 0.0124 -0.0067 0.0524
Si 0.0603 4.5301 33.5916 -0.0265 -0.01 0.0268
Si 3.8895 4.569 33.6909 0.0001 0.0168 0.014
Si 7.702 4.5145 33.6668 0.0133 -0.0167 0.0393
Si 1.9807 7.897 33.5741 0.0209 0.0036 0.0096
Si 5.8979 7.9777 33.3816 0.01 0.0245 0.0048
Si 9.6998 7.7843 33.4499 -0.0082 -0.0094 0.0114
Si -0.0315 11.2113 33.5617 0.0395 -0.0054 0.032
Si 3.825 11.2165 33.5331 0.0182 -0.0439 0.0196
Si 7.7437 11.2876 33.6289 0.0026 0.008 0.0224
Si 1.9466 1.1208 35.9927 -0.007 0.0132 0.0014
Si 5.7891 1.1181 35.9795 0.0016 -0.002 -0.0001
Si 9.6619 1.1361 35.9951 -0.002 0.0046 -0.014
Si 0.0151 4.4792 35.96 -0.0027 0.0088 -0.0337
Si 3.8677 4.4691 36.0173 0 -0.0132 -0.014
Si 7.7258 4.476 36.0032 -0.0023 -0.0017 -0.0093
Si 1.9349 7.8213 35.9484 -0.0123 0.0115 0.0093
Si 5.8242 7.8426 35.8521 -0.0152 -0.0086 -0.0229
Si 9.6665 7.7901 35.8834 0.0077 0.0003 -0.0149
Si 0.0013 11.1657 35.9411 0.0054 0.0038 -0.0026
Si 3.8598 11.164 35.9263 -0.001 0.0167 -0.0024
Si 7.7281 11.1743 35.9793 -0.0094 0.0057 -0.0051
Si -0.0094 -0.0224 5.1706 -0.0056 0.0012 0.0366
Si 3.8663 0.0039 5.0928 0.0205 0.0045 0.0227
Si 7.7344 -0.0049 5.1776 -0.0043 -0.0041 0.0039
Si 1.9315 3.3421 5.1454 0.01 0.0081 0.0077
Si 5.793 3.3611 5.1259 -0.0187 0.0053 -0.0039
Si 9.6701 3.3362 5.0883 0.0119 -0.0065 0.0108
Si 0.004 6.6924 5.1446 0.0119 0.0033 0.0028
Si 3.8501 6.6963 5.1289 -0.0001 -0.0014 0.0156
Si 7.73 6.6871 5.1125 -0.0039 -0.0205 0.0079
Si 1.9444 10.0392 5.1287 -0.0038 -0.0207 0.0105
Si 5.8025 10.035 5.1747 -0.0176 -0.0052 0.0249
Si 9.6789 10.0414 5.1272 0.0143 -0.0164 -0.0038
Si -0.0411 -0.1335 7.5702 -0.0306 -0.0107 -0.0401
Si 3.8742 -0.0556 7.4364 -0.0317 -0.0338 0.002
Si 7.7237 -0.0711 7.5843 0.0109 0.0125 -0.0257
Si 1.9122 3.2695 7.5245 -0.008 -0.0406 -0.0151
Si 5.7475 3.3625 7.4931 0.017 -0.0006 0.0058
Si 9.6696 3.2418 7.4308 -0.014 0.0357 -0.0154
Si -0.0024 6.6263 7.5235 -0.0127 -0.0119 -0.0211
Si 3.7849 6.6571 7.499 0.0099 0.0161 -0.0165
Si 7.6976 6.5991 7.467 -0.0002 0.0224 -0.0402
Si 2.0032 9.9774 7.4975 -0.0177 0.0098 -0.0098
Si 5.8116 9.9534 7.579 0.0184 0.0072 -0.0018
Si 9.7062 9.9683 7.4915 -0.0055 0.0272 0.0029
Si -0.024 2.1111 8.2722 0.0041 -0.0088 -0.0063
Si 3.8678 2.1614 8.2754 0.0222 0.0079 -0.0545
Si 7.6835 2.2289 8.2203 0.0067 -0.0152 0.0849
Si 1.8903 5.4735 8.387 0.0123 0.0309 0.017
Si 5.7213 5.6111 8.3092 0.0084 -0.0071 -0.0079
Si 9.6389 5.462 8.1916 0.0061 -0.0295 0.0053
Si 0.0805 8.8736 8.2849 0.0336 -0.0359 -0.0255
Si 3.8762 8.8423 8.4199 -0.0392 -0.0277 -0.043
Si 7.8011 8.8003 8.2411 -0.065 -0.0141 -0.011
Si 1.9682 12.2018 8.2591 -0.007 0.0133 0.1179
Si 5.7604 12.2125 8.3152 0.0485 -0.0205 -0.1003
Si 9.6163 12.1303 8.4253 0.015 0.0211 0.0517
Si 0.0374 1.9528 10.6258 -0.029 0.0286 0.0327
Si 3.7993 2.3631 10.6202 -0.0194 -0.0025 0.0011
Si 7.517 2.5956 11.5046 -0.0613 0.0255 -0.0022
Si 1.822 5.3555 10.8025 -0.0455 -0.0726 0.0095
Si 7.0966 6.8639 11.8138 0.2795 -0.1561 0.059
Si 9.8218 5.3008 10.511 0.0588 -0.0219 -0.0293
Si 0.3648 8.71 10.6342 -0.0373 0.1716 -0.0063
Si 4.0024 8.2538 10.7663 0.0883 0.096 -0.0417
Si 8.3015 8.5991 10.5197 -0.0038 0.2909 0.1353
Si 2.6305 12.3169 10.5262 0.073 0.0228 -0.058
Si 5.0782 12.1713 10.5724 -0.0524 -0.0685 0.182
Si 9.3385 11.6312 10.7934 0.0065 0.0455 -0.1261
Si 2.0182 1.025 11.3587 0.0195 -0.0806 0.0734
Si 5.4673 1.5374 11.9927 0.0997 -0.1274 0.0326
Si 8.9875 0.8728 12.1298 -0.0001 -0.0484 0.0433
Si -0.0555 4.0906 11.4691 -0.0209 -0.0299 0.1062
Si 3.8832 4.5152 11.4395 0.0727 0.0172 0.0939
Si 8.2179 4.7919 12.1379 -0.0449 -0.0432 -0.0112
Si 2.0254 7.4909 11.6326 -0.0916 -0.0222 0.0158
Si 5.2618 6.234 10.5772 -0.0696 -0.0886 -0.0433
Si 10.181 7.4669 11.2441 -0.1927 -0.2114 0.3039
Si 0.4352 10.595 11.9505 -0.0115 0.0213 0.0102
Si 5.0443 9.7203 12.4109 0.0648 0.0595 0.0165
Si 6.6028 8.3651 13.485 0.0483 0.1031 0.1273
O 5.073 1.4855 13.5985 -0.0033 -0.0067 0.0022
O 11.1114 3.8705 13.0929 0.0033 0.0543 -0.0431
O 5.6397 -2.5667 11.3505 -0.0329 -0.0188 -0.0728
O 1.8332 0.8031 12.9994 0.0124 0.0013 -0.0467
O 0.4223 10.2452 13.5743 0.0189 -0.0216 -0.033
O 13.4903 11.3084 11.6396 -0.0307 -0.0707 -0.0159
O 10.1368 7.3633 12.9216 0.0481 0.0575 -0.1962
O 4.3664 10.4785 13.7211 -0.0223 -0.0053 0.0017
O 7.8626 9.2936 14.0025 -0.044 -0.041 -0.017
O 4.155 4.1851 13.0697 -0.0677 0.1107 0.0246
O 9.0638 0.6876 13.7593 -0.0291 0.0326 -0.0158
O 5.9005 7.7011 14.8047 -0.0402 0.0092 -0.0534
O 5.7016 3.7209 27.8022 0.0119 -0.0665 0.0347
O 1.7217 3.6239 28.0839 0.0097 0.0076 0.0529
O 7.5147 0.4134 28.1331 0.0044 0.0041 0.036
O 3.4942 7.2146 27.6956 0.0168 0.0009 -0.0098
O 8.6705 9.9345 27.2153 0.0194 0.0156 -0.0196
O 6.56 7.0936 27.0922 -0.0283 -0.0114 0.0252
O 10.138 4.53 27.373 0.0159 -0.0742 -0.0068
O 6.3873 9.8375 28.5496 -0.0244 0.0542 0.0215
O -0.8295 6.3263 29.146 0.0078 -0.0449 0.0008
O 1.6998 10.4501 28.0272 0.0061 0.0699 0.0432
O -0.1808 12.9527 27.789 0.0069 0.0002 -0.0154
O 4.2657 11.2082 27.8873 -0.0044 -0.0027 -0.0438
Si 5.6489 4.2389 26.2345 -0.0017 0.0268 -0.0558
Si 9.3246 10.2022 25.748 -0.0106 -0.0117 -0.0155
Si 10.78 12.7315 26.3025 -0.0004 -0.0121 0.0261
Si 1.6279 0.0008 14.3948 -0.0049 0.0018 0.0483
Si 2.0072 9.4237 22.3316 0.0045 0.0137 0.0303
Si 9.6308 6.8559 21.0793 0.0107 0.0482 0.0394
Si 1.1371 5.702 24.8625 -0.0135 0.0456 0.0072
Si 7.7669 10.6513 17.802 0.0049 0.0094 -0.0447
Si 4.6024 10.7399 17.9739 0.0542 0.002 -0.0136
Si 5.6467 1.4139 24.8144 0.0052 0.0359 -0.016
Si 10.4 7.5036 25.9041 0.0055 -0.0409 0.0146
Si 9.3073 13.2538 17.6018 0.0037 -0.0447 -0.0237
Si 8.7774 1.4187 20.2955 0.0149 -0.0606 -0.0062
Si 4.1808 11.5385 14.954 0.0102 0.0029 -0.0265
Si 4.3908 7.7442 18.622 -0.0004 0.034 -0.0231
Si 11.4166 11.1039 14.8447 -0.0025 0.0449 0.0235
Si 9.722 4.2938 13.9082 -0.0427 0.0186 -0.1147
Si 2.8606 11.0775 27.0553 -0.0192 -0.082 0.0558
Si 8.9094 9.467 15.2367 -0.059 -0.0217 0.0196
Si 4.1025 9.4973 24.7107 0.0226 -0.007 -0.0348
Si 1.7663 11.5217 20.255 -0.0248 -0.0136 -0.0182
Si 8.0997 0.9028 26.7047 -0.0032 0.0524 -0.0336
Si 11.1561 11.0968 22.0772 0.0016 -0.0146 0.0134
Si 10.5707 7.0859 14.4648 -0.02 -0.0095 0.0156
Si 3.2622 0.5653 26.5099 0.0163 0.0286 -0.0625
Si 10.9959 0.2927 23.5544 -0.0194 -0.021 -0.0042
Si 1.0015 6.432 21.9854 0.0134 0.0087 0.0642
Si 4.1392 13.2109 20.0007 0.0149 -0.0291 0.0137
Si 2.8948 2.0051 16.2555 -0.0005 -0.0404 -0.0173
Si 10.0088 3.2776 26.3506 0.0116 0.0487 -0.0078
Si 1.9774 7.1083 13.987 -0.0292 0.0329 0.1284
Si 4.5777 7.1241 15.5364 0.0828 0.0339 -0.0363
Si 8.6429 1.5309 15.0963 0.003 0.0151 0.0222
Si 9.8789 3.0807 23.299 -0.0386 0.0015 0.0462
Si 7.4707 6.52 25.8397 0.0543 -0.0094 -0.0178
Si 7.218 7.8261 22.9421 0.017 0.0256 0.0329
Si 5.5072 0.8676 15.0513 0.007 0.0074 0.0008
Si 1.2882 3.0274 26.6324 -0.0281 0.037 -0.0262
Si 6.5142 13.4803 22.1484 -0.0244 -0.0091 0.0493
Si 9.8154 9.5934 19.7885 0.0014 0.0616 -0.0214
Si 2.9642 5.491 20.0098 -0.0067 0.0156 0.0112
Si 11.7222 1.9983 21.4135 -0.0047 -0.009 0.0161
Si 2.625 2.4505 19.3308 -0.0294 -0.0285 -0.0596
Si 3.4548 4.6012 14.4925 0.0455 -0.0851 -0.0884
Si 5.6315 6.2447 20.9525 -0.0037 0.0435 0.0559
Si 11.7029 11.1881 17.8731 -0.014 0.0204 -0.0013
Si 6.8774 10.7041 23.799 -0.0081 -0.0142 -0.0105
Si 8.171 4.2775 21.0107 0.0239 -0.0009 0.0612
Si 3.7215 6.8135 26.1266 -0.024 -0.0366 -0.0359
O 7.8777 14.0462 21.4335 0.0079 0.0134 -0.0168
O 5.8979 1.1897 23.2091 0.0155 -0.0075 -0.0294
O 1.5319 11.4889 18.6274 0.0114 -0.0018 0.0166
O 2.8026 12.6654 20.7518 -0.0055 0.0043 0.004
O 9.4423 0.9196 16.3757 -0.0099 0.0148 -0.0481
O 0.3224 11.9096 20.8915 0.0135 0.0163 -0.0069
O 2.3035 2.202 17.7555 0.0045 0.0081 0.0384
O -0.2898 6.4694 25.0582 0.0247 -0.0079 0.0102
O 7.0524 4.9414 25.7197 -0.0071 -0.0127 0.0283
O 5.4726 10.3901 24.5952 -0.0158 -0.006 0.025
O 3.2085 7.772 14.8745 -0.0109 -0.0083 -0.0462
O 10.0692 10.1436 21.3169 0.0048 -0.0018 0.0034
O 11.5883 0.0358 25.0583 -0.0102 -0.0066 0.0159
O 5.6116 7.2251 19.6155 -0.0014 -0.0039 -0.0223
O 11.2015 3.3 22.3154 0.0222 -0.0131 -0.0196
O 4.0935 10.8008 16.4152 -0.0071 -0.0134 -0.006
O 0.5585 0.8762 22.5464 -0.0065 0.0224 0.0008
O 9.9238 8.8295 25.0728 -0.0136 0.0354 0.0105
O 0.4228 10.7281 16.3302 0.011 -0.0157 -0.0123
O 2.1356 5.4753 14.1046 0.0099 0.0054 -0.0696
O 0.5477 7.4035 14.7055 0.0321 -0.0037 -0.043
O 3.1191 4.0007 19.3806 0.0137 0.0311 -0.0036
O 7.0237 1.3929 15.388 0.0187 -0.0099 -0.0284
O 0.1627 12.6714 14.5116 -0.0045 -0.0025 -0.0399
O 9.8102 10.801 14.9196 0.0139 0.0165 -0.0528
O 8.4503 10.2823 19.2356 0.0158 -0.0285 0.0285
O 6.7065 5.0051 20.9253 -0.0014 -0.0221 -0.0229
O 9.8035 8.1285 15.4298 0.0214 -0.0276 -0.0198
O 6.1963 10.5783 18.0333 -0.0202 -0.009 0.013
O 11.0324 6.7617 21.8695 -0.0306 -0.0178 -0.0222
O 8.1478 9.5751 16.6574 0.0095 0.0213 -0.0076
O 4.14 5.6198 21.1379 0.0029 -0.0171 -0.0124
O 5.4413 13.168 20.961 -0.0042 0.0039 -0.0313
O 10.3736 1.4573 20.6557 -0.0079 0.0122 -0.0117
O 9.7963 1.4419 23.585 0.0099 0.0093 -0.0235
O 10.7555 12.5325 17.877 0.0028 -0.0054 -0.0059
O 7.1529 9.4435 22.7974 0.0032 -0.0164 -0.0249
O 4.8117 7.4871 17.0837 -0.0156 -0.0285 -0.0168
O 10.4415 12.2309 23.0116 0.0126 0.0078 -0.0146
O 0.6499 10.1796 22.91 -0.0022 0.0016 -0.0047
O 2.4395 12.5507 26.4927 -0.01 0.0211 0.0159
O 4.4644 7.981 25.2373 -0.0111 0.0094 0.0223
O 3.8334 1.3922 19.6697 0.0084 0.0023 0.0072
O 2.7746 12.2725 14.6321 -0.0037 0.0054 -0.0392
O 4.04 9.3605 18.7066 0.0003 -0.0614 0.0128
O 9.2589 13.2805 26.263 -0.0013 -0.0027 0.0154
O 5.423 12.6225 14.9937 -0.0015 0.0017 -0.0166
O 4.4618 5.3546 26.0305 -0.0051 0.0028 0.0341
O 10.1189 5.5627 14.8775 0.0393 0.0874 0.0241
O 9.1116 3.0931 14.863 0.0211 -0.0204 0.0156
O 8.5818 3.7479 22.5335 0.0096 0.0016 -0.0215
O 3.0548 10.0995 25.7922 -0.008 0.0148 0.0327
O 1.2965 4.246 25.555 0.0051 -0.0357 0.0352
O 2.2764 10.0883 20.8577 0.0033 0.0087 -0.0255
O 1.7435 1.0728 15.5971 0.0236 0.0048 -0.0255
O 9.6881 7.9679 19.8837 -0.0028 -0.0312 -0.0095
O 10.9979 9.9665 18.7152 -0.0047 -0.0244 -0.0006
O 1.4884 5.6152 20.6692 0.0141 -0.0046 -0.0387
O 9.2511 5.3871 20.4716 -0.01 -0.0289 -0.0297
O 8.1423 10.8262 24.8222 0.0077 -0.0019 0.0076
O 3.1227 6.7462 18.9559 0.0011 -0.0134 0.0021
O 9.0299 6.6947 26.2666 -0.0352 0.0134 -0.0048
O 6.7949 12.0867 22.9504 0.0017 0.0161 -0.0195
O 10.631 11.148 25.9584 0.0386 0.0127 0.0193
O 2.2993 1.8382 26.21 0.0195 -0.0178 0.0445
O 8.7043 0.6238 18.8938 -0.0198 0.0379 0.0528
O 6.947 0.8327 25.5851 0.0158 -0.0097 0.0335
O 8.54 7.2645 22.2082 0.0135 -0.013 -0.0259
O 8.2009 12.1163 17.2459 0.0043 0.01 0.0064
O 7.2116 7.3785 24.5017 -0.0044 -0.0064 0.0137
O 3.321 9.5791 23.2784 -0.0279 -0.0067 -0.0098
O 4.5113 5.5016 15.3533 0.0209 0.0193 0.007
O 1.7983 7.837 22.1254 -0.0078 -0.0125 -0.0172
O 4.416 1.3638 16.1851 0.0048 -0.0127 -0.0231
O 1.326 2.2647 20.3419 0.0041 0.0094 0.0038
O 11.3739 2.409 26.5907 0.0001 -0.0165 0.0344
O 8.1968 2.9402 20.0739 -0.0148 0.0205 -0.0267
O 4.3598 0.5412 25.3039 -0.0431 -0.0375 0.0687
O 8.6951 2.4213 26.7794 -0.0095 -0.0267 0.0358
O 9.949 3.7729 24.7818 0.0036 -0.0235 0.0003
O 5.3926 2.9821 25.2175 0.0062 0.0096 0.0372
O 2.962 3.3877 15.4187 0.0163 0.047 -0.0175
O 5.9006 7.1819 22.249 -0.0099 -0.0286 -0.0253
O 1.3374 5.4966 23.2695 -0.0033 0.0069 -0.036
O 2.2437 6.704 25.47 0.0166 0.0172 0.0254
O 4.3101 12.1749 18.7292 -0.0201 0.0225 -0.0007
O -5.7088 -6.5704 29.6883 -0.0465 -0.011 0.0285
O 5.6902 -0.0241 11.5068 -0.038 0.0953 -0.0315
O 19.2365 2.432 9.8552 0.0061 0.0144 -0.0692
O 8.5305 10.2134 10.991 -0.0458 -0.0102 -0.0263
O 8.1915 7.993 28.9705 -0.0028 0.0102 0.0046
O -0.516 1.5595 29.5106 -0.0268 0.0709 0.1049
O -0.3908 8.0341 27.2255 -0.0231 0.0084 -0.0742
O -0.8055 11.6043 11.569 0.0427 -0.0288 0.0125
O 10.4295 1.1245 11.3936 -0.0197 0.0197 -0.0675
O 8.4738 12.8285 11.5082 0.0019 -0.0488 -0.0018
O -7.6533 0.6845 27.9899 0.0155 -0.0232 0.0928
O 8.035 5.4983 28.656 -0.0067 -0.0061 0.0334

Results
free energy: -222584.141 eV
free energy less fixed offsets of O -568.88, Si -635.61 eV per atom: 1.229 eV

The program warned: the cutoff lies below the one the program advises for these potential files; the forces do not sum to zero within the program's tolerance; the exchange-correlation potential is rough where the density is thin.
